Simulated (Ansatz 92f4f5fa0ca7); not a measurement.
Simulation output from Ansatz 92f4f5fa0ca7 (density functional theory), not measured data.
Periodic cell of 225 atoms, Si132O91As2, from a study of silicon, its oxide and their interface. The atomic structure is a simulated model.

Settings: functional PBE; potential files Ansatz PAW; basis plane waves; wave-function cutoff 700 eV; density cutoff ratio 5; exchange-correlation grid ratio 1; k mesh 2 x 2 x 1, shifted by 0.5 0.5 0.5 of a step; self-consistency stop 5e-08 eV per atom in the density residual; occupations fixed; spin none; net charge 0.

Cell vectors (angstrom)
a 10.938 0 0
b 0 10.938 0
c 0 0 31.9494

Atoms and the computed forces on them: element, x, y, z (angstrom), force x, y, z (eV/angstrom)
Si 10.6162 0.0381 24.4535 -0.0064 0.0032 -0.0257
Si 5.0764 0.1728 24.6948 -0.0237 -0.0136 -0.016
Si 2.8121 2.3216 24.5469 0.0072 -0.0077 -0.025
Si 8.5696 2.4759 24.5909 0.0149 0.0119 -0.0125
Si 10.7099 5.6249 24.3667 -0.0136 -0.0148 -0.025
Si 5.1511 5.6536 24.4684 -0.0008 -0.0008 -0.0233
Si 2.9831 7.9921 24.4216 0.0198 0.0085 -0.0261
Si 8.4253 7.8662 24.4472 0.0059 0.0054 -0.0333
Si 1.2927 1.1574 25.8625 -0.0219 -0.0065 -0.0119
Si 6.8155 1.3668 25.7666 0.003 -0.0123 0.0022
Si 3.9813 4.04 25.7412 0.0106 -0.0053 -0.0107
Si 9.6919 4.0556 25.8752 0.0116 0.018 -0.0066
Si 1.3411 6.8275 25.692 0.0032 -0.0121 0.0207
Si 6.804 6.751 25.766 0.0071 0.0199 0.0183
Si 4.0019 9.5 25.9688 -0.035 -0.0015 -0.026
Si 9.4812 9.4723 25.8343 0.0149 0.0026 0.0039
Si 2.6324 -0.1147 27.3047 -0.0001 0.0158 0.004
Si 8.1302 -0.0435 27.1675 0.0061 0.0021 -0.006
Si 0.0751 2.677 27.2262 -0.0123 0.0037 -0.003
Si 5.4432 2.7484 27.1292 0.0029 -0.0008 -0.0027
Si 2.6639 5.4363 27.1228 0.0044 -0.0001 0.0051
Si 8.1852 5.3898 27.1502 0.0026 0.0223 -0.0105
Si 0.007 8.1723 27.1523 0.0186 -0.0029 -0.0041
Si 5.5076 8.1644 27.1895 0.0014 -0.013 -0.0098
Si 4.085 1.3417 28.5091 0.0079 0.018 -0.0255
Si 9.5418 1.3394 28.5156 -0.0091 -0.0112 -0.0144
Si 1.3889 4.0802 28.5757 0.0054 -0.0009 -0.0191
Si 6.8092 4.0738 28.5396 -0.0079 -0.0065 -0.0141
Si 4.0868 6.7914 28.4944 -0.0112 -0.0098 -0.0087
Si 9.555 6.7945 28.4973 0.0025 0.0021 -0.0044
Si 1.2972 9.4909 28.6374 -0.0204 -0.0173 -0.011
Si 6.8215 9.5456 28.5762 -0.0037 -0.0007 -0.0111
Si -0.0319 0.0019 29.9213 -0.0061 0.0039 -0.0098
Si 5.4592 0.0015 29.9028 -0.0076 0.0042 0.0024
Si 2.7618 2.7192 29.9101 0.0091 -0.0025 0.0004
Si 8.197 2.7236 29.8939 0.0058 -0.0076 0.0036
Si -0.005 5.4603 29.897 -0.0108 0.0107 -0.0023
Si 5.4609 5.4619 29.8949 -0.0047 0.0062 0.0027
Si 2.7532 8.1633 29.9115 0.0089 -0.0088 -0.0087
Si 8.2224 8.1844 29.8964 0.0111 -0.0043 -0.0011
Si 1.3673 1.3673 31.2657 0.0586 0.0484 -0.0131
Si 6.8362 1.3673 31.2657 0.0254 -0.0004 0.0281
Si 4.1018 4.1018 31.2657 0.078 -0.0397 0.119
Si 9.5708 4.1018 31.2657 -0.0873 -0.0832 -0.0313
Si 1.3673 6.8362 31.2657 0.025 -0.1357 0.0816
Si 6.8362 6.8362 31.2657 0.0208 -0.0101 -0.0636
Si 4.1018 9.5708 31.2657 -0.0385 -0.0437 0.0202
Si 9.5708 9.5708 31.2657 -0.1847 -0.1135 0.1909
Si 2.7345 0 0.6835 0.0002 0.0167 -0.0478
Si 8.2035 0 0.6835 -0.0089 0.0289 -0.1308
Si 0 2.7345 0.6835 0.0689 0.0613 0.0002
Si 5.469 2.7345 0.6835 0.0041 0.0432 0.0226
Si 2.7345 5.469 0.6835 -0.0385 -0.0457 -0.1129
Si 8.2035 5.469 0.6835 0.0438 0.0737 -0.0767
Si 0 8.2035 0.6835 0.079 0.0758 0.0195
Si 5.469 8.2035 0.6835 0.0673 0.0966 0.0133
Si 4.1047 1.3658 2.0554 0.006 -0.0015 -0.0023
Si 9.5998 1.3438 2.0426 0.0032 -0.0097 0.0019
Si 1.3658 4.1238 2.0501 -0.0064 0.0079 -0.0059
Si 6.8411 4.1155 2.0357 -0.0052 0.005 0.0074
Si 4.0969 6.8376 2.0387 0.0039 -0.0113 0.0048
Si 9.5901 6.8287 2.0535 0.0032 -0.0073 -0.0011
Si 1.3611 9.5983 2.0503 -0.0096 0.0117 -0.0002
Si 6.8351 9.6001 2.0421 -0.0001 0.0068 0.0003
Si 0.0365 0.0283 3.4717 0.0026 0.003 0.0123
Si 5.4923 0.0269 3.4401 0.0108 0.0034 0.0152
Si 2.7246 2.7494 3.393 -0.0127 -0.0062 0.0081
Si 8.2617 2.7656 3.3448 0.0055 0.0022 0.0097
Si 0.0448 5.5028 3.4602 0.0025 -0.0029 0.0099
Si 5.4921 5.5044 3.4022 -0.0054 0.0102 0.0216
Si 2.7403 8.2342 3.3798 -0.0032 -0.0055 0.0091
Si 8.2689 8.2802 3.3638 0.015 0.0215 0.0045
Si 1.393 1.4359 4.8438 -0.0211 -0.0038 -0.0045
Si 6.9167 1.4473 4.7219 -0.0011 -0.015 0.0038
Si 4.0985 4.1121 4.7248 0.0066 -0.0063 0.0132
Si 9.6276 4.0637 4.7648 0.0158 -0.0185 0
Si 1.3752 6.9675 4.8223 -0.0227 0.0157 0.0094
Si 6.8945 6.9435 4.6789 -0.0128 -0.0164 0.0096
Si 4.097 9.5622 4.7665 -0.0145 0.008 0.0119
Si 9.6273 9.5688 4.8355 0.0119 -0.0152 -0.0081
Si 2.7547 0.0003 6.1411 0.0117 -0.0047 0.0092
Si 8.2799 0.0874 6.0947 -0.0003 0.0082 0.0066
Si 0.0252 2.7792 6.2943 -0.0041 0.0039 -0.0224
Si 5.521 2.7889 6.0674 -0.0021 -0.0023 0.0005
Si 2.7884 5.5577 6.0575 0.0137 -0.0077 0.0199
Si 8.2846 5.5626 5.9479 0.0046 0.0285 0.0224
Si 0.0434 8.2852 6.3581 0.0077 -0.0027 -0.0247
Si 5.5414 8.2489 6.1119 0.0092 0.0074 0.0041
Si 4.4234 1.1339 7.3324 -0.0081 -0.0095 0.0156
Si 9.7879 1.141 7.6159 -0.0119 -0.0193 0.0314
Si 1.2089 4.4926 7.4687 0.0096 0.0225 0.0368
Si 6.6738 4.4925 7.2129 0.0193 0.0055 0.0134
As 4.2813 6.7774 7.5602 -0.0099 0.008 -0.025
Si 9.7421 6.5926 7.5032 -0.0234 -0.0328 0.0205
Si 1.2516 9.9215 7.697 0.0068 0.0281 0.0182
Si 6.711 9.899 7.4078 -0.0004 0.0169 0.033
O 9.5791 1.2759 24.006 0.0056 -0.0084 -0.0307
O 4.0974 6.8396 23.9592 -0.0098 0.0119 -0.0276
O 4.0064 1.2727 24.0443 -0.0063 0.0014 -0.0293
O 9.54 6.7355 23.924 0.0045 0.0017 -0.0216
O 0.0162 5.5423 7.9937 -0.0082 0.0012 0.0236
O 5.564 0.0635 7.9015 0.0067 -0.0015 0.0288
O 0.0406 0.0738 8.1147 -0.0052 -0.0028 0.0238
O 5.618 5.566 7.8835 0.001 0.0013 0.022
O 7.6306 3.9081 8.4067 -0.0163 -0.0194 0.0102
O 8.7733 7.0213 8.7907 0.0242 0.0185 -0.0058
O 2.1348 9.4898 9.0422 -0.021 -0.0067 0.0011
O 8.8994 1.6506 8.9423 0.0295 0.0119 -0.0161
O 7.6068 9.4058 8.7077 -0.0177 -0.0228 0.0057
O 3.6232 1.7943 8.6023 0.0198 0.0176 0.004
O 2.0909 4.0038 8.7843 -0.0088 -0.0228 0.0066
O 8.1433 3.5375 23.3926 -0.0284 -0.0271 -0.0213
O 0.4529 4.9752 22.985 -0.0159 -0.0071 0.0124
O 1.8664 2.7569 23.2707 0.0115 0.0189 -0.0055
O 5.8286 4.955 23.1355 0.0065 0.005 0.0031
O 5.5539 10.0393 23.5482 0.0323 0.0275 -0.0145
O 2.4322 8.7299 23.0405 -0.0112 -0.0186 0.0107
O 0.1681 10.0952 23.1255 0.0169 0.0182 0.0059
O 7.8145 8.6242 23.1055 -0.0079 -0.0135 0.0092
Si 8.6101 7.7454 18.4671 -0.0001 -0.0011 -0.001
Si 8.683 6.3387 13.6823 -0.007 -0.0013 0.0157
Si 3.6794 1.53 14.7719 -0.0052 -0.0016 0.0026
Si 2.0624 5.7976 17.684 0.0017 0.0026 -0.0067
Si 2.3956 3.1961 19.5315 0.0057 0.0077 0.0065
Si 9.6717 9.0148 12.1717 -0.0013 -0.0036 -0.005
Si 1.3051 9.46 22.1117 -0.0026 0.0054 -0.0007
Si 9.0391 0.9553 13.2381 0.0001 0.0006 0.0011
Si 1.4363 5.1302 12.9805 0.0006 -0.0015 -0.0018
Si 1.6987 8.408 13.0128 -0.0007 0.0072 0.0034
Si 6.6737 9.6021 22.4701 -0.0099 0.0151 0.0105
Si 4.4187 4.5933 15.7533 -0.0009 0.0036 0.0001
Si 8.1956 2.9868 9.5955 -0.0074 0.0054 -0.0031
Si 0.7899 8.2962 19.307 -0.0052 -0.0025 0.0026
Si 6.9465 1.3946 21.1283 -0.0035 0.0002 0.0109
Si 8.2214 8.2694 9.7058 -0.0025 0.0017 -0.0084
Si 10.8772 5.2776 15.623 0.0021 -0.0004 0.0033
Si 7.4458 9.5155 16.3556 0.0004 -0.0045 -0.002
Si 9.9061 2.1367 20.3017 -0.0036 0.0003 0.0038
As 2.9195 8.25 10.1756 0.0084 0.0273 0.0022
Si 6.6371 3.4114 17.4526 -0.0012 -0.0011 -0.0014
Si 1.1348 0.2654 19.8437 -0.0063 -0.0035 0.0088
Si 3.1741 2.7933 12.2921 -0.0039 -0.0037 -0.0049
Si 7.1909 5.4383 19.7261 0.0026 -0.0018 0.0074
Si 5.6855 8.5607 11.5414 0.0036 0.0011 -0.0042
Si 5.7186 5.9881 13.2495 -0.0016 0.0006 0.0028
Si 4.5436 9.7456 17.7451 -0.0085 -0.0001 0.0077
Si 1.0086 3.6389 22.2041 0.0054 -0.0048 0.0067
Si 4.8787 1.5396 18.8595 0.0011 -0.0004 0.0036
Si 3.1871 3.0524 9.5169 0.0004 0.0001 -0.012
Si 6.3117 10.7731 13.7868 -0.0014 0.0009 -0.0007
Si 10.1943 0.1554 16.0517 0.0051 0.0092 -0.0018
Si 5.6272 3.5929 11.1768 -0.0034 -0.003 -0.0057
Si 9.7786 3.8874 11.9584 0.0036 -0.0004 -0.0113
Si 2.1913 9.9662 15.7584 0.0034 -0.0007 -0.0027
Si 6.0454 8.162 19.8697 -0.0083 0.0027 0.0087
Si 6.9373 4.0142 22.4081 0.0005 -0.0101 0.008
Si 9.7082 2.8621 17.377 0.0026 0.0013 0.0001
O 7.1048 6.2782 14.0716 -0.0121 -0.0048 -0.0208
O 1.8351 7.1047 18.7406 -0.0112 0.0091 0.0058
O 10.3326 4.0203 16.4561 0.0044 0.0057 0.0006
O 6.0455 9.9565 17.0972 0.0017 -0.0039 0.0025
O 9.9929 0.6873 14.5276 -0.0166 -0.0057 0.0082
O 8.4081 6.1609 18.8838 -0.0297 0.0201 0.0085
O 5.025 0.634 14.4352 -0.0054 -0.0065 -0.0038
O 5.7255 2.0718 17.5796 0.0005 0.0117 0.0226
O 8.3216 2.0058 20.555 -0.0025 -0.0038 0.0044
O 1.9314 4.3484 18.4585 -0.0061 -0.0006 0.013
O 6.9295 2.7591 10.6285 -0.0046 0.0234 0.0009
O 4.8092 2.6321 12.2151 -0.0133 0.0268 -0.0249
O 5.9152 4.4312 16.4094 -0.0172 -0.0149 0.0067
O 4.5387 3.9 9.963 -0.0143 -0.031 0.0266
O 10.668 2.8458 21.5614 0.0081 -0.0002 -0.0145
O 9.6786 6.1896 14.9835 0.0045 -0.0189 -0.0182
O 5.9821 6.5276 19.9023 0.0311 0.0082 -0.0083
O 4.0341 0.2361 18.3729 0.0224 -0.0177 -0.0076
O 9.1368 10.5522 12.3016 0.0082 0.0073 0.0184
O 2.8286 4.3619 12.6419 -0.0097 -0.017 0.0015
O 1.8737 10.7528 21.2514 -0.0316 -0.0195 -0.0127
O 3.9778 2.7968 19.4042 0.0006 -0.0082 -0.0094
O 0.5759 10.101 16.1296 -0.0106 0.0071 -0.0032
O 1.2373 9.8516 18.8889 -0.0057 -0.0051 0.0254
O 1.6947 1.7168 19.3158 -0.0044 0.0075 -0.0015
O 8.7741 10.4555 16.5734 -0.0014 -0.001 -0.0177
O 4.809 8.6328 18.9121 0.0055 0.01 0.0017
O 9.545 8.722 10.5642 -0.0209 -0.0082 0.0173
O 6.6902 4.1385 18.9053 0.0068 0.0041 -0.0179
O 2.7353 1.756 13.4446 0.0195 0.0203 -0.003
O 5.83 8.805 21.3376 0.0217 -0.0058 -0.0126
O 2.4951 2.4221 10.8608 0.032 0.03 0.0128
O 7.6192 4.8875 21.2025 -0.0225 0.0011 -0.003
O 5.1637 7.3786 12.5681 0.0221 0.0017 -0.0058
O 0.2247 9.0174 12.7712 0.0223 -0.0149 -0.0014
O 7.4332 1.0276 13.5721 0.0063 -0.0189 0.0117
O 6.9882 9.6252 14.7799 0.0052 0.0251 -0.0084
O 8.9151 5.0282 12.7349 0.0184 -0.0021 0.0029
O 8.0209 8.0658 16.9417 -0.0054 0.0035 0.0144
O 6.2145 2.6118 21.9514 0.0195 0.0083 -0.0121
O 2.2703 9.0014 14.4255 -0.0165 0.003 -0.0149
O 0.3627 4.4805 11.9321 0.0043 0.0026 0.0159
O 0.7656 8.362 20.9768 0.017 0.0241 -0.0094
O 9.3481 3.8052 10.3956 -0.0216 -0.0188 0.0188
O 9.5535 2.382 12.5998 -0.0206 0.0041 -0.0057
O 7.5763 8.6094 19.4237 -0.0031 -0.0292 -0.0087
O 2.6093 8.9989 11.7972 -0.0228 -0.0308 0.0141
O 3.9006 3.0372 15.4373 -0.001 0.0038 -0.0116
O 0.9321 4.7064 14.4672 -0.0114 0.0277 -0.0076
O 10.0147 3.094 18.9679 -0.0033 -0.0105 -0.009
O 8.9251 7.7989 12.9873 -0.0007 -0.003 -0.0141
O 10.4833 0.6128 20.0921 0.0101 0.0138 0.0027
O 6.005 4.9496 12.0004 -0.0162 -0.0005 0.0096
O 8.1145 2.9023 17.0145 -0.0009 0.0077 0.0203
O 3.4296 5.5039 16.7478 0.0029 -0.0035 -0.0089
O 4.6339 8.8343 10.2918 0.0101 -0.0129 0.0222
O 1.6322 6.7557 12.9178 -0.0045 0.0062 0.0016
O 4.6495 5.4435 14.3673 0.0086 -0.007 0.0013
O 2.0531 3.8988 20.9705 -0.0139 -0.0176 -0.0082
O 10.4271 1.4495 17.0082 -0.0098 0.0036 -0.0082
O 0.8419 6.1494 16.6529 -0.001 -0.0247 -0.0146
O 7.3555 10.9941 21.9588 -0.0123 -0.0096 -0.012
O 5.8979 0.9562 19.9813 0.0041 0.018 -0.0052
O 5.9414 9.9437 12.4092 0.0006 -0.0163 0.0064
O 2.7212 0.5767 15.6765 0.0082 -0.002 -0.0014
O 7.0417 7.9671 10.8045 -0.0085 0.0152 -0.0019
O 10.1939 8.076 18.7213 0.0096 -0.0022 0.0098
O 3.2981 9.2532 16.7793 0.0108 0.0118 0.0019

Results
free energy: -145394.618 eV
free energy less fixed offsets of As -4857.07, O -569.03, Si -635.61 eV per atom: 1.772 eV

The program warned: the cutoff lies below the one the program advises for these potential files; the forces do not sum to zero within the program's tolerance; the exchange-correlation potential is rough where the density is thin.
